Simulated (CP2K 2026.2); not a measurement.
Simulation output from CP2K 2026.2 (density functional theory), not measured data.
Periodic cell of 534 atoms, Si358O176, from a study of silicon, its oxide and their interface. The atomic structure is a simulated model.
Doubt: the forces sum to 2.10 eV/angstrom along one axis rather than to zero, so they err by at least 0.0039 eV/angstrom per atom on average; the grid cutoff is modest.
This geometry differs little from another in the collection (a relaxation step or a small displacement).

Settings: functional PBE; method Gaussian and plane waves; basis set DZVP-MOLOPT-SR-GTH; pseudopotentials GTH-PBE; grid cutoff 350 Ry, relative cutoff 50 Ry; k points Gamma only; occupations fixed; spin none; net charge 0.

Cell vectors (angstrom)
a	16.4025	0	0
b	0	16.4025	0
c	0	0	35.4072

Atoms and the computed forces on them: element, x, y, z (angstrom), force x, y, z (eV/angstrom)
Si	16.105	0.051	35.243	-0.008	-0.103	-0.218
Si	2.569	2.848	35.363	0.035	-0.02	-0.042
Si	0.471	5.234	35.213	-0.067	0.257	-0.169
Si	2.848	8.497	0.306	-0.128	0.114	-0.208
Si	0.601	10.559	0.291	-0.065	-0.044	-0.161
Si	3.242	13.113	35.395	0.126	-0.14	-0.059
Si	5.802	16.29	35.139	-0.023	0.025	0.196
Si	8.149	2.978	0.19	-0.059	-0.026	-0.364
Si	5.922	5.156	35.222	0.109	-0.252	0.096
Si	7.622	8.859	35.254	0.03	-0.029	0.417
Si	5.488	11.075	0.464	0.011	0.087	-0.307
Si	8.1	14.16	35.306	0.079	-0.017	0.274
Si	10.362	0.797	0.004	0.153	0.092	-0.132
Si	14.092	2.543	35.189	-0.217	0.27	0.059
Si	10.829	5.964	35.085	0.164	-0.265	0.134
Si	13.604	8.685	0.067	0.18	0.179	-0.168
Si	11.173	10.715	0.329	-0.195	-0.098	0.036
Si	13.129	13.479	35.373	0.126	-0.181	0.297
Si	1.357	1.227	1.182	-0.132	0.145	-0.033
Si	4.21	4.083	1.195	-0.104	0.033	-0.247
Si	1.517	6.812	1.308	0.001	0.047	-0.263
Si	4.167	9.697	1.778	-0.081	-0.014	-0.246
Si	1.586	12.29	1.495	0.014	-0.098	-0.251
Si	4.232	15.021	1.109	0.037	-0.045	-0.229
Si	6.821	1.426	1.332	-0.126	-0.102	-0.258
Si	9.647	4.423	1.227	0.083	0.169	-0.172
Si	6.842	6.94	1.177	-0.059	0.103	-0.308
Si	9.43	9.573	1.375	0.121	0.028	-0.465
Si	7.002	12.548	1.409	0.035	0.091	-0.285
Si	9.552	15.338	1.333	-0.119	-0.019	-0.209
Si	12.276	1.633	1.183	0.113	-0.081	-0.307
Si	15.154	4.185	1.126	0.041	-0.132	-0.089
Si	12.359	6.976	1.174	-0.005	0.112	-0.011
Si	15.192	9.603	1.521	0.074	0.105	-0.24
Si	12.268	12.261	1.7	-0.178	-0.032	-0.215
Si	14.789	14.983	1.145	-0.05	-0.137	-0.313
Si	0.038	2.724	2.56	0.047	0.004	0.049
Si	2.785	16.334	2.538	0.037	0.023	-0.069
Si	0.099	8.115	2.754	-0.061	-0.033	0.053
Si	2.859	5.447	2.645	0.117	-0.061	0.106
Si	16.369	13.709	2.569	-0.073	-0.083	-0.098
Si	2.777	11.024	3.02	-0.022	0.054	0.323
Si	5.441	2.742	2.667	-0.036	-0.006	0.174
Si	8.19	0.159	2.767	0.02	-0.118	0.156
Si	5.541	8.161	2.79	0.108	-0.135	0.156
Si	8.249	5.656	2.637	-0.109	0.141	0.118
Si	5.538	13.828	2.721	0.067	-0.004	0.043
Si	8.256	11.063	2.758	0.053	0.031	0.066
Si	10.995	2.999	2.606	0.102	0.04	0.153
Si	13.569	0.068	2.564	-0.077	0.113	-0.02
Si	10.934	8.211	2.661	-0.108	0.102	0.08
Si	13.722	5.538	2.531	0.038	-0.121	-0.139
Si	10.881	13.822	2.741	-0.148	0.101	0.003
Si	13.795	10.967	2.883	0.143	-0.057	0.09
Si	1.42	4.078	3.981	-0.019	-0.052	-0.107
Si	4.069	1.35	3.994	0.083	0.024	0
Si	1.38	9.542	4.176	-0.01	0.072	-0.036
Si	4.143	6.806	4.11	0.021	0.016	-0.035
Si	1.371	15.056	3.955	-0.015	0.029	0.024
Si	4.211	12.443	4.176	-0.083	0.005	-0.006
Si	6.867	4.168	3.974	-0.027	0.036	-0.123
Si	9.63	1.558	4.009	-0.019	-0.059	-0.074
Si	6.886	9.634	4.093	0.062	-0.09	-0.076
Si	9.601	6.907	4.107	0.1	-0.1	-0.079
Si	6.869	15.157	4.137	-0.096	0.038	-0.052
Si	9.597	12.409	4.129	-0.123	0.016	0.036
Si	12.398	4.229	4.014	-0.191	-0.019	0.004
Si	15.023	1.392	3.95	-0.006	0.081	-0.11
Si	12.315	9.575	4.087	-0.015	0	-0.109
Si	15.049	6.802	4.043	0.121	0.111	0.03
Si	12.288	15.151	4.061	0.086	-0.022	-0.012
Si	15.14	12.395	4.126	-0.125	-0.057	-0.005
Si	0.006	0.024	10.905	-0.028	0.01	-0.009
Si	2.744	2.749	10.916	0.019	0.008	0.001
Si	0.004	5.464	10.882	0.003	0.02	-0.004
Si	2.747	8.197	10.878	0.003	-0.005	0.001
Si	0.018	10.935	10.883	0.014	-0.017	0.003
Si	2.759	13.684	10.901	-0.012	-0.023	0.01
Si	5.478	0.015	10.908	0.004	-0.024	-0.002
Si	8.201	2.751	10.907	0.022	0.006	-0.001
Si	5.471	5.481	10.909	0.018	0.017	0.004
Si	8.203	8.209	10.905	0.002	0.038	0.015
Si	5.486	10.947	10.882	-0.022	0.029	0.002
Si	8.206	13.694	10.887	0.019	-0.007	0.011
Si	10.932	0.025	10.876	0.002	-0.023	-0.007
Si	13.661	2.746	10.886	0.001	0.01	-0.002
Si	10.935	5.469	10.901	0.038	0.011	0.007
Si	13.671	8.192	10.894	0.02	0.011	0.002
Si	10.925	10.947	10.899	0.036	0.035	0.01
Si	13.671	13.684	10.89	0.029	-0.003	-0.004
Si	1.378	1.379	12.281	-0.004	-0.038	-0.005
Si	4.105	4.119	12.287	-0.033	-0.012	0.007
Si	1.376	6.826	12.243	-0.03	0	-0.005
Si	4.131	9.557	12.234	0	0.039	-0.009
Si	1.404	12.288	12.249	-0.012	0.028	-0.003
Si	4.137	15.029	12.283	-0.001	0.016	0.003
Si	6.839	1.378	12.281	-0.036	-0.011	-0.004
Si	9.56	4.112	12.281	-0.022	-0.027	0.004
Si	6.839	6.843	12.279	-0.019	-0.014	0.016
Si	9.551	9.581	12.274	-0.01	-0.047	0.016
Si	6.851	12.303	12.254	-0.005	-0.021	0
Si	9.567	15.061	12.249	0.022	0.046	-0.019
Si	12.28	1.39	12.248	0.031	-0.011	-0.014
Si	15.023	4.11	12.245	0	-0.024	-0.018
Si	12.299	6.825	12.269	-0.007	0.014	0.008
Si	15.049	9.556	12.244	-0.002	0.029	-0.005
Si	12.293	12.31	12.253	-0.04	-0.034	-0.004
Si	15.039	15.049	12.255	-0.004	-0.022	-0.009
Si	16.39	2.761	13.612	-0.05	0.053	-0.002
Si	2.762	16.402	13.632	-0.015	0.009	0.005
Si	16.398	8.166	13.611	0.013	-0.003	0.005
Si	2.728	5.489	13.648	0.008	-0.028	0.006
Si	0.03	13.669	13.586	-0.003	-0.035	-0.002
Si	2.774	10.901	13.609	0.005	-0.027	-0.001
Si	5.472	2.744	13.65	0.065	-0.038	0.003
Si	8.204	16.402	13.643	0.034	-0.077	-0.006
Si	5.479	8.218	13.642	-0.015	-0.005	-0.011
Si	8.186	5.467	13.658	0.009	0.025	-0.03
Si	5.508	13.644	13.654	-0.038	0	0.015
Si	8.167	10.925	13.657	-0.012	0.088	-0.001
Si	10.904	2.723	13.645	0.023	0.023	0.02
Si	13.635	0.008	13.594	-0.011	0.022	-0.003
Si	10.906	8.183	13.619	0.012	0.072	-0.025
Si	13.643	5.433	13.64	0.037	0.003	0.019
Si	10.902	13.668	13.61	0.037	-0.005	-0.001
Si	13.657	10.913	13.591	0.069	-0.004	-0.002
Si	1.331	4.131	15.003	-0.038	-0.012	-0.001
Si	4.107	1.376	15.016	-0.038	-0.031	0.04
Si	1.396	9.52	14.946	-0.022	0.024	0
Si	4.103	6.868	15.001	0.028	0.05	0.015
Si	1.419	14.994	14.974	-0.027	0.016	-0.001
Si	4.173	12.213	15.002	0.018	0.039	0.032
Si	6.826	4.103	15.038	-0.085	-0.011	0.028
Si	9.54	1.364	15.036	-0.007	-0.019	0.075
Si	6.824	9.55	15.069	-0.013	-0.057	0.091
Si	9.545	6.836	15.022	-0.027	-0.026	0.08
Si	6.887	15.001	15.029	0.073	0.142	0.014
Si	9.527	12.314	14.993	0.014	-0.063	0.016
Si	12.255	4.079	15.027	0.004	-0.07	0.032
Si	15.007	1.379	14.932	-0.003	0.003	0.021
Si	12.289	9.535	14.958	-0.071	-0.04	-0.006
Si	15.023	6.794	14.988	0.038	-0.004	0.003
Si	12.258	15.047	14.956	0.011	0.005	0.006
Si	15.038	12.3	14.908	-0.011	-0.008	-0.075
Si	0.02	0.024	16.226	-0.056	0.01	-0.027
Si	2.705	2.776	16.344	0.039	-0.013	-0.061
Si	16.375	5.475	16.427	-0.062	-0.004	0.278
Si	2.732	8.201	16.401	-0.045	-0.048	0.08
Si	16.385	10.888	16.215	0.151	-0.017	0.031
Si	2.801	13.573	16.319	0.003	-0.072	0.025
Si	5.512	16.391	16.347	0.056	-0.169	-0.082
Si	8.186	2.744	16.433	-0.012	-0.078	-0.031
Si	5.456	5.515	16.369	0.099	-0.003	0.025
Si	8.215	8.193	16.447	-0.014	-0.005	0.059
Si	5.463	10.865	16.514	-0.001	0.057	0.039
Si	8.203	13.615	16.479	-0.055	0.079	0.102
Si	10.855	16.325	16.389	0.027	0.106	0.116
Si	13.606	2.653	16.357	0.024	0.101	0.203
Si	10.867	5.443	16.404	0.018	0.01	-0.068
Si	13.587	8.096	16.319	0.013	0.112	-0.033
Si	10.916	10.927	16.279	-0.022	0.009	0.109
Si	13.687	13.695	16.238	-0.034	-0.045	0.038
Si	1.39	1.307	17.63	-0.204	0.057	0.015
Si	3.968	4.26	17.69	-0.076	0.099	-0.048
Si	1.351	6.91	17.832	-0.143	0.029	-0.039
Si	4.014	9.515	17.903	0.056	0.024	0.1
Si	1.378	12.168	17.61	-0.075	-0.134	-0.059
Si	4.286	14.851	17.651	0.308	0.061	-0.072
Si	6.753	1.417	17.774	0.026	-0.058	0.038
Si	9.524	4.113	17.838	-0.063	0.027	0.049
Si	6.836	6.798	17.826	-0.079	-0.046	0.024
Si	9.665	9.567	17.766	0.062	0.088	-0.038
Si	6.916	12.173	17.903	0.04	-0.089	-0.099
Si	9.517	15.019	17.898	0.083	-0.08	0.201
Si	12.232	1.252	17.756	0.082	-0.118	-0.098
Si	14.947	4.036	17.745	0.008	-0.089	-0.05
Si	12.244	6.752	17.78	0.083	-0.098	-0.001
Si	14.972	9.54	17.516	-0.044	-0.055	-0.141
Si	12.275	12.357	17.552	-0.14	0.14	-0.047
Si	15.081	15.061	17.557	0.062	0.15	-0.036
Si	16.392	2.628	19.033	0.026	0.022	0.285
Si	2.885	16.279	18.762	-0.077	-0.048	0.2
Si	16.196	8.296	19.033	-0.008	-0.114	0.229
Si	2.678	5.542	19.28	-0.002	-0.116	0.309
Si	0.087	13.678	18.794	0.024	0.113	0.245
Si	2.463	10.81	19.254	-0.022	0.171	0.375
Si	5.33	2.926	18.967	0.04	-0.017	0.172
Si	7.974	16.398	19.238	0.071	0.041	0.134
Si	5.435	8.125	19.234	0.066	-0.029	0.186
Si	8.197	5.464	19.32	-0.143	0.09	0.17
Si	5.475	13.434	19.271	-0.121	0.131	0.216
Si	8.403	10.87	19.289	0.146	0.026	0.374
Si	10.856	2.649	19.113	0.047	-0.083	0.052
Si	13.696	16.243	19.042	-0.093	0.031	0.337
Si	11.048	8.216	19.157	0.039	0.164	0.222
Si	13.483	5.308	19.196	0.228	-0.17	0.242
Si	11.079	13.601	19.174	0.018	0.082	0.353
Si	13.673	10.99	18.761	0.007	-0.025	0.237
Si	0.977	4.28	20.42	-0.198	0.097	-0.366
Si	3.936	1.461	20.106	0.072	-0.17	-0.099
Si	0.429	10.014	20.61	-0.185	-0.152	-0.221
Si	4.218	6.681	20.786	0.021	0.155	-0.043
Si	1.783	14.699	20.078	0.008	-0.02	0.025
Si	3.701	12.321	20.57	-0.123	0.137	-0.125
Si	6.376	4.378	20.534	0.12	0.03	0.044
Si	9.491	1.317	20.492	-0.122	-0.148	0.058
Si	7.138	9.236	20.457	0.06	-0.04	-0.126
Si	9.457	7.139	20.554	-0.13	-0.017	-0.032
Si	6.9	14.756	20.665	0.063	-0.096	-0.169
Si	10.235	11.925	20.642	-0.161	-0.027	-0.374
Si	12.465	3.535	20.584	-0.022	0.066	-0.112
Si	14.849	1.389	20.356	-0.016	0	-0.127
Si	12.499	9.765	20.354	-0.031	0.067	-0.157
Si	15.115	6.575	20.292	-0.037	-0.064	-0.186
Si	12.824	14.587	20.57	0.231	-0.051	-0.35
Si	14.989	12.435	20.021	0.013	0.179	0.124
Si	0.307	16.395	22.291	-0.107	-0.353	0.004
Si	1.98	2.485	22.443	0.11	0.096	0.282
Si	12.86	6.065	26.856	0.052	0.058	0.164
Si	0.762	6.839	28.124	-0.006	0.105	0.17
Si	1.98	8.951	26.1	-0.062	0.079	0.21
Si	8.018	11.496	27.315	0.104	-0.055	0.091
Si	5.5	0.079	22.455	-0.359	0.1	0.321
Si	7.575	2.356	22.713	0.039	0.281	0.156
Si	3.824	7.864	23.773	0.041	-0.241	0.407
Si	5.215	10.539	22.729	0.06	0.04	-0.058
Si	7.488	11.804	24.226	0.158	-0.148	0.206
Si	9.15	13.819	22.663	-0.151	-0.043	0.196
Si	11.147	16.126	22.494	0.033	0.218	-0.046
Si	0.726	14.53	24.641	0.088	-0.069	0.286
Si	10.76	7.126	23.351	-0.016	0.007	0.527
Si	14.11	11.672	27.292	-0.074	0.062	0.095
Si	11.732	10.571	26.186	0.04	0.07	0.071
Si	14.83	8.642	22.329	-0.113	-0.032	0.147
Si	3.548	16.149	24.902	-0.173	0.027	0.455
Si	4.759	5.448	25.749	-0.067	-0.217	0.083
Si	4.23	6.969	33.377	-0.107	0.194	-0.033
Si	4.413	7.574	30.49	-0.079	0.009	-0.329
Si	1.378	11.383	30.374	-0.037	-0.055	-0.112
Si	4.759	14.325	30.633	0.04	0.028	-0.207
Si	6.763	15.72	29.143	-0.054	0.087	0.034
Si	11.898	2.692	23.488	0.151	0.129	0.148
Si	13.316	8.123	24.796	-0.165	-0.019	0.33
Si	9.424	9.687	24.435	0.034	-0.011	0.234
Si	8.479	14.204	27.283	0.029	0.065	0.025
Si	13.069	1.095	27.342	0.085	-0.039	0.078
Si	15.661	0.202	26.263	0.044	0.034	-0.066
Si	2.5	5.201	30.06	-0.089	-0.042	-0.111
Si	14.379	2.662	25.246	-0.009	-0.047	0.165
Si	15.165	4.45	27.465	-0.082	-0.168	0.024
Si	0.432	11.792	25.99	0.012	0.121	0.061
Si	11.694	12.832	30.876	0.228	0.016	-0.326
Si	3.745	2.723	24.972	0.083	-0.01	0.444
Si	0.353	0.063	28.838	0.101	-0.005	-0.16
Si	1.337	6.191	32.522	-0.2	0.119	-0.465
Si	3.123	0.26	30.297	-0.023	0.046	-0.375
Si	3.418	9.867	28.666	-0.136	0.046	0.079
Si	6.63	3.193	25.28	-0.09	0.059	0.269
Si	7.881	1.924	27.872	-0.026	-0.06	-0.044
Si	8.244	8.537	27.011	0.003	-0.069	0.048
Si	10.715	4.815	25.325	0.047	0.012	0.197
Si	5.543	14.496	26.776	-0.143	-0.034	0.007
Si	10.235	0.12	27.392	-0.05	-0.06	0.165
Si	9.073	5.515	30.944	0.088	-0.128	-0.091
Si	11.231	15.519	30.084	0.113	-0.17	-0.098
Si	12.192	10.227	29.034	0.067	-0.014	0.044
Si	11.63	5.335	32.293	-0.107	0.074	-0.444
Si	14.615	2.141	29.514	-0.003	0.08	-0.091
Si	16.266	13.273	28.519	-0.024	0.055	-0.025
Si	4.412	2.827	30.266	-0.045	0.025	-0.259
Si	4.108	1.469	32.892	0.052	0.04	-0.144
Si	6.029	6.796	28.051	-0.064	-0.083	-0.018
Si	0.162	8.469	30.829	0.003	0.021	-0.22
Si	2.587	13.455	32.368	0.105	-0.159	-0.273
Si	5.368	12.159	28.491	-0.113	0.054	-0.056
Si	7.106	4.247	29.367	-0.097	-0.005	0.158
Si	11.738	0.313	32.631	-0.031	0.11	-0.268
Si	9.197	7.834	32.922	0.153	-0.076	-0.291
Si	10.103	6.132	27.929	0.022	-0.113	0.005
Si	10.516	12.936	33.78	0.105	-0.042	0.052
Si	11.634	8.44	31.438	0.066	-0.135	-0.178
Si	13.302	2.958	32.16	-0.103	-0.125	-0.278
Si	16.383	14.731	32.526	-0.042	0.096	-0.319
Si	14.283	9.271	32.585	0.071	-0.246	-0.216
Si	13.675	15.008	31.352	-0.118	-0.096	-0.377
Si	15.21	11.939	33.557	0.171	-0.163	0.11
O	15.84	13.276	32.949	-0.115	-0.089	-0.182
O	0.117	15.758	33.78	-0.085	0.125	0.394
O	3.213	0.482	31.924	0.102	0.051	0.348
O	3.144	2.208	33.959	0.162	0.098	0.275
O	1.449	3.95	34.835	0.073	-0.081	0.394
O	0.213	5.863	33.663	-0.082	0.011	0.373
O	1.111	7.68	31.886	0.187	0.069	-0.04
O	3.956	8.042	34.572	-0.03	-0.08	0.186
O	0.025	11.247	34.349	-0.399	0.353	-0.3
O	1.708	9.498	35.01	-0.21	-0.13	0.632
O	2.429	13.378	33.982	-0.158	0.17	0.212
O	4.144	13.93	32.094	-0.001	0.019	0.253
O	6.946	15.173	34.629	-0.118	0.1	0.183
O	5.23	0.618	33.745	-0.157	-0.258	-0.077
O	9.206	1.899	34.803	0.378	-0.328	0.362
O	7.076	3.993	34.715	0.056	0.329	0.426
O	3.054	3.68	29.909	0.16	-0.078	0.158
O	5.355	5.87	33.83	0.214	0.142	-0.14
O	8.632	6.872	31.728	-0.143	0.134	0.076
O	8.005	8.634	33.657	0.174	-0.059	-0.181
O	6.446	10.021	35.011	0.193	-0.345	0.231
O	4.404	11.969	34.944	-0.082	0.178	0.605
O	10.48	11.452	34.442	0.123	-0.057	-0.155
O	9.045	13.623	34.047	0.131	-0.097	0.004
O	11	0.191	34.038	0.136	-0.336	0.12
O	11.735	13.813	34.486	0.185	0.386	0.017
O	15.135	1.318	34.818	-0.212	-0.09	0.066
O	13.835	3.165	33.675	0.128	0.031	0.279
O	9.905	7.019	34.183	0.144	-0.31	-0.029
O	11.776	5.241	33.921	0.125	-0.235	0.08
O	14.484	8.545	34.045	-0.028	-0.123	0.343
O	11.82	6.825	31.642	-0.103	-0.074	-0.026
O	12.702	9.258	32.305	0.015	0.084	0.142
O	12.366	9.735	35.115	0.159	-0.011	0.52
O	13.98	12.346	34.526	0.054	0.087	-0.067
O	13.116	15.817	32.669	0.164	-0.227	0.255
O	1.037	3.728	21.991	-0.047	0.07	-0.161
O	16.293	5.491	20.619	0.305	-0.186	-0.052
O	5.04	0.703	21.039	0.167	-0.214	0.199
O	2.811	2.156	21.084	0.186	-0.205	-0.303
O	15.038	8.435	31.4	-0.166	0.195	0.34
O	14.698	7.104	21.798	-0.134	-0.173	-0.336
O	3.576	7.33	22.226	0.237	0.05	-0.748
O	2.526	8.305	24.698	0.017	-0.247	-0.181
O	2.701	13.622	21.008	0.082	-0.03	-0.643
O	1.109	15.87	20.994	-0.107	0.477	0.036
O	7.367	11.488	25.824	-0.252	-0.06	-0.167
O	4.068	11.414	21.931	0.118	0.108	0.019
O	5.363	5.537	21.206	0.189	-0.066	-0.179
O	11.548	1.072	23.363	-0.278	-0.146	0.052
O	10.589	0.2	21.031	0.01	-0.138	-0.028
O	8.959	2.06	21.905	0.188	-0.147	-0.346
O	5.976	11.652	23.658	-0.103	-0.063	-0.322
O	6.287	9.939	21.669	0.136	-0.041	0.194
O	10.406	6.633	21.839	0.041	0.096	-0.229
O	8.22	8.128	21.126	-0.053	-0.066	-0.152
O	8.305	14.116	21.284	-0.244	-0.154	-0.278
O	6.027	14.994	22.077	0.152	-0.084	-0.213
O	13.994	13.426	20.948	0.025	-0.042	-0.212
O	11.356	10.756	21.019	-0.189	0.189	-0.196
O	11.747	3.561	22.094	-0.058	0.208	-0.152
O	13.741	2.518	20.843	0.007	-0.003	-0.161
O	15.306	0.64	21.781	-0.108	0.048	-0.148
O	0.153	15.061	23.214	-0.005	-0.033	-0.383
O	10.184	8.649	23.466	-0.174	-0.098	-0.338
O	14.612	8.615	23.951	0.189	0.283	-0.105
O	2.015	5.948	28.693	0.193	0.081	-0.065
O	13.745	7.215	26.1	0.134	0.012	0.015
O	10.115	12.604	22.161	-0.012	-0.053	-0.121
O	12.442	15.211	22.076	0.194	-0.147	-0.129
O	16.343	9.233	22.034	-0.004	0.036	-0.054
O	16.03	11.467	20.89	0.381	-0.591	-0.118
O	1.189	1.173	23.001	0.142	0.205	0.323
O	16.057	15.128	25.719	-0.022	-0.086	0.079
O	4.748	6.215	27.204	-0.018	0.199	-0.013
O	2.909	3.047	23.637	-0.223	0.273	-0.429
O	15.236	3.911	25.896	-0.038	0.105	-0.028
O	16.188	5.683	27.578	-0.016	-0.062	-0.114
O	0.176	7.772	29.346	-0.1	0.069	0.075
O	15.38	3.26	28.574	0.051	-0.198	0.231
O	1.038	7.837	26.856	-0.158	0.118	-0.254
O	3.169	9.235	27.191	0.015	-0.203	-0.267
O	4.832	10.639	28.532	0.194	-0.023	-0.104
O	6.974	12.025	28.439	0.252	0.168	-0.025
O	6.78	0.949	22.964	-0.021	-0.202	-0.135
O	4.191	0.018	23.426	0.101	-0.101	-0.241
O	7.849	3.009	24.208	0.143	-0.263	-0.277
O	6.725	3.441	21.848	0.202	-0.186	0.093
O	4.668	9.275	23.629	0.269	0.251	0.008
O	4.494	6.575	24.582	0.11	0.201	-0.024
O	8.168	13.25	23.858	0.204	0.137	-0.029
O	8.417	10.62	23.571	0.064	-0.11	-0.283
O	9.142	12.698	27.32	-0.107	0.141	0.177
O	8.574	8.726	25.441	-0.146	-0.068	-0.262
O	9.999	15.143	23.18	-0.106	-0.281	0.227
O	10.392	10.742	25.269	-0.066	0.145	-0.105
O	6.871	2.377	26.673	-0.172	0.087	-0.178
O	11.712	0.388	26.828	-0.093	0.016	-0.201
O	14.262	0.006	27.088	-0.004	-0.145	-0.002
O	15.4	1.358	25.121	-0.247	0.129	0.111
O	12.338	7.299	23.763	0.035	-0.206	-0.313
O	13.506	2.881	23.888	-0.124	0.284	0.077
O	15.28	11.283	26.205	0.159	-0.228	-0.089
O	13.727	5.117	27.833	0.052	0.084	-0.047
O	12.576	9.415	25.434	-0.062	-0.212	-0.312
O	13.611	9.453	21.556	-0.145	0.075	0.038
O	0.695	12.881	24.758	-0.093	0.172	0.103
O	3.262	1.247	25.579	-0.256	0.069	-0.059
O	3.697	4.155	25.827	-0.112	0.104	0.13
O	5.661	3.542	29.528	-0.066	-0.042	0.059
O	6.255	4.777	25.52	-0.018	0.038	-0.311
O	7.007	5.532	28.371	0.111	0.091	-0.089
O	2.815	6.17	33.2	0.219	-0.468	-0.018
O	6.736	7.936	27.134	0.037	0.142	-0.008
O	3.438	8.726	29.844	-0.28	-0.239	-0.048
O	2.302	10.97	29.09	0.032	0	0.025
O	0.252	12.458	29.879	0.036	0.128	0.238
O	4.665	15.242	25.659	0.218	-0.165	-0.032
O	4.867	13.052	27.195	0.046	0.146	-0.229
O	7.241	0.863	28.948	0.251	-0.167	0.091
O	5.314	2.504	24.608	-0.109	-0.295	-0.206
O	9.884	4.947	26.768	0.158	0.007	-0.206
O	10.114	6.005	24.364	-0.204	-0.012	-0.248
O	8.428	9.987	27.745	0.17	0.117	-0.004
O	11.653	6.644	27.781	-0.094	0.246	0.082
O	12.723	11.882	26.404	0.045	-0.098	-0.28
O	11.252	10.137	27.696	0.061	0.175	-0.017
O	7.12	14.293	26.338	0.02	-0.124	-0.065
O	8.02	14.737	28.774	0.195	-0.083	0.026
O	13.155	1.736	28.847	-0.002	-0.25	0.147
O	9.226	1.366	27.158	0.055	0.016	0.127
O	13.176	13.428	31.328	-0.122	-0.114	0.292
O	13.241	2.37	26.37	-0.042	0.358	0.052
O	12.106	1.841	32.203	0.04	0.085	0.144
O	0.452	0.645	27.301	-0.123	0.072	-0.101
O	10.825	3.365	24.563	0.016	-0.249	-0.109
O	1.287	10.414	25.782	-0.038	0.032	-0.418
O	13.72	10.505	28.425	0.204	0.008	-0.15
O	4.735	7.839	32.066	-0.037	0.074	0.17
O	0.136	14.852	28.754	0.062	-0.003	0.197
O	2.204	15.215	24.869	0.238	-0.11	0.028
O	15.527	0.809	29.568	0.022	-0.094	0.14
O	14.444	2.586	31.065	-0.012	-0.352	0.178
O	6.119	15.281	30.604	0.15	0.109	0.156
O	8.217	3.243	28.74	-0.04	0.048	0.279
O	1.332	5.173	31.221	0.006	0.027	0.236
O	4.153	1.347	29.618	0.101	-0.033	0.143
O	5.69	7.498	29.484	0.213	0.276	0.069
O	3.554	15.15	29.891	0.053	-0.127	0.156
O	1.461	14.544	31.858	-0.119	-0.141	0.149
O	2.276	12.042	31.576	0.203	0.093	0.356
O	0.653	10.013	30.841	0.152	-0.001	0.002
O	4.723	2.618	31.871	-0.109	0.158	0.186
O	5.56	15.484	28.065	-0.096	-0.209	0.042
O	10.761	12.691	32.191	-0.171	0.124	0.453
O	10.95	13.919	29.891	-0.193	0.129	0.219
O	9.222	7.462	27.692	0.049	-0.019	0.228
O	3.778	6.081	30.528	-0.062	-0.145	0.322
O	7.687	4.673	30.821	0.023	0.305	-0.119
O	9.777	5.674	29.463	-0.085	-0.169	0.028
O	9.637	15.184	26.695	0.097	0.047	-0.013
O	5.001	12.919	29.871	0.013	-0.068	0.055
O	11.891	8.85	29.87	-0.09	-0.004	-0.027
O	10.195	8.847	32.098	-0.205	0.096	0.318
O	12.739	4.383	31.614	-0.005	-0.162	-0.106
O	10.719	16.062	31.533	-0.109	-0.038	-0.004
O	15.288	15.182	31.378	0.154	0.232	0.094
O	12.889	15.688	30.061	0.025	0.11	0.145
O	14.684	12.981	28.118	0.067	0.028	0.267
O	12.273	5.135	25.662	0.238	-0.151	-0.053
O	10.15	4.752	31.897	0.051	0.065	-0.023
O	1.654	0.487	29.683	-0.002	0.243	0.013
O	10.419	16.366	28.998	-0.023	0.184	0.193
O	0.813	12.677	27.322	0.174	-0.097	0.001
O	11.824	11.447	30.052	-0.169	0.125	0.201
O	14.709	10.84	32.475	-0.244	0.283	0.213
Si	0.01	0.035	5.347	0	0.012	-0.096
Si	2.74	2.72	5.392	-0.027	0.013	-0.033
Si	0.04	5.438	5.385	-0.03	-0.035	-0.065
Si	2.779	8.185	5.475	0.012	-0.03	0.048
Si	0.029	10.965	5.488	-0.012	-0.035	0.072
Si	2.732	13.758	5.441	0.014	-0.043	-0.03
Si	5.452	0.085	5.448	0.028	-0.045	-0.033
Si	8.22	2.834	5.396	0.055	0.052	0.003
Si	5.518	5.453	5.44	-0.035	0.031	-0.02
Si	8.238	8.266	5.467	0.083	0.112	-0.018
Si	5.523	10.986	5.475	0.002	0.004	0.05
Si	8.212	13.746	5.48	-0.028	-0.053	-0.007
Si	10.937	0.126	5.408	0.017	0.009	-0.022
Si	13.701	2.779	5.367	0.023	-0.055	-0.07
Si	10.982	5.514	5.424	0.006	0.065	-0.03
Si	13.692	8.197	5.431	-0.038	-0.063	-0.058
Si	10.968	10.983	5.444	0.089	0.084	-0.008
Si	13.682	13.748	5.414	0.063	0.063	0.001
Si	1.364	1.378	6.765	-0.011	0.024	0.003
Si	4.117	4.086	6.775	0.045	-0.035	-0.001
Si	1.381	6.811	6.791	0.005	0.049	-0.008
Si	4.137	9.593	6.809	-0.021	0.027	-0.003
Si	1.401	12.351	6.817	0.063	-0.087	-0.008
Si	4.1	15.108	6.812	-0.06	0.055	0.043
Si	6.854	1.447	6.776	-0.043	-0.004	-0.007
Si	9.596	4.158	6.785	0	-0.048	0.005
Si	6.866	6.857	6.797	-0.024	-0.013	-0.005
Si	9.609	9.618	6.826	-0.063	-0.013	-0.009
Si	6.871	12.354	6.84	0.02	-0.04	0.018
Si	9.597	15.127	6.794	-0.037	0.009	-0.001
Si	12.333	1.441	6.775	-0.042	-0.002	0.008
Si	15.066	4.104	6.768	0.055	-0.021	0.039
Si	12.329	6.855	6.812	-0.004	0.023	0.031
Si	15.041	9.581	6.808	-0.028	0.093	-0.024
Si	12.339	12.355	6.796	-0.012	-0.066	-0.037
Si	15.064	15.096	6.774	-0.037	-0.027	-0.008
Si	0.011	2.739	8.15	-0.02	-0.007	-0.012
Si	2.725	0.045	8.176	0.043	-0.026	0.007
Si	0.014	8.198	8.151	0.017	0	-0.003
Si	2.752	5.45	8.153	-0.023	0.001	-0.009
Si	0.011	13.712	8.164	-0.014	-0.005	-0.007
Si	2.761	10.961	8.166	-0.008	0.016	0.011
Si	5.479	2.76	8.174	0.015	0.024	0.013
Si	8.203	0.062	8.152	0.025	-0.023	-0.003
Si	5.491	8.211	8.165	0.017	0.038	0.004
Si	8.224	5.497	8.172	0.03	0.041	0.005
Si	5.471	13.719	8.166	-0.04	-0.069	-0.018
Si	8.23	10.97	8.187	0.019	0.035	0.007
Si	10.947	2.776	8.15	-0.011	-0.01	-0.002
Si	13.685	0.048	8.143	0.052	0.009	-0.004
Si	10.957	8.221	8.177	0.059	0.048	0
Si	13.695	5.468	8.149	-0.024	0.018	-0.011
Si	10.954	13.722	8.147	0.029	0.007	0.006
Si	13.678	10.959	8.169	0.004	-0.012	0.03
Si	1.38	4.095	9.526	0	-0.013	-0.011
Si	4.111	1.391	9.545	-0.022	-0.007	0.004
Si	1.387	9.572	9.511	-0.01	0.029	0.002
Si	4.115	6.831	9.515	-0.019	0.005	0.001
Si	1.38	15.063	9.546	0.003	-0.002	-0.006
Si	4.124	12.329	9.528	0.009	-0.007	0.011
Si	6.846	4.128	9.538	-0.028	-0.015	-0.005
Si	9.575	1.411	9.521	0.003	-0.011	0
Si	6.857	9.582	9.528	0.002	-0.013	0.004
Si	9.584	6.856	9.542	-0.022	-0.001	0.005
Si	6.848	15.078	9.523	-0.019	0.015	-0.005
Si	9.594	12.346	9.528	-0.02	-0.028	0.009
Si	12.312	4.123	9.522	0.001	-0.006	-0.004
Si	15.047	1.39	9.53	-0.01	-0.013	-0.016
Si	12.313	9.588	9.543	-0.031	0.004	0.007
Si	15.048	6.837	9.52	0.001	0.013	-0.004
Si	12.323	15.075	9.517	-0.002	-0.012	-0.012
Si	15.053	12.324	9.528	-0.003	-0.018	-0.002

Results
total energy: -115457.516 eV
total energy less fixed offsets of O -438.35, Si -107.03 eV per atom: 8.824 eV
